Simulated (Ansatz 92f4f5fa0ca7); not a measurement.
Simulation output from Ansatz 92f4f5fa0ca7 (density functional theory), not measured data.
Periodic cell of 228 atoms, Si134O92H2, from a study of silicon, its oxide and their interface. The atomic structure is a simulated model.
Doubt: the cutoff is far below the 930 eV that the study's wrapper takes by default for these files, so forces and energies are approximate.
This geometry differs little from another in the collection (a relaxation step or a small displacement).

Settings
functional: PBE
potential files: Ansatz PAW
basis: plane waves
wave-function cutoff: 580 eV
density cutoff ratio: 5
exchange-correlation grid ratio: 1
k mesh: 1 x 1 x 1, Gamma-centred
self-consistency stop: 5e-08 eV per atom in the density residual
occupations: fixed
spin: none
net charge: 0

Cell vectors (angstrom)
a 10.938 0 0
b 0 10.938 0
c 0 0 32.1962

Atoms and the computed forces on them: element, x, y, z (angstrom), force x, y, z (eV/angstrom)
Si 0.2322 -0.3587 24.8457 -0.009 -0.0016 0.046
Si 5.5366 -0.3071 24.6708 -0.0149 0.0296 0.0093
Si 2.5871 2.9041 24.7197 0.0117 -0.0257 0.0249
Si 8.0108 3.1295 24.5638 0.0556 -0.0073 0.0436
Si 0.2037 5.0327 24.6875 0.0437 0.0961 0.0957
Si 5.6731 5.3016 24.8045 -0.0672 0.0121 0.042
Si 2.457 8.2608 24.927 0.0023 0.0098 -0.0047
Si 7.8632 8.4528 24.6336 0.0166 -0.0218 0.0992
Si 1.3969 1.3193 26.0314 -0.0043 0.0099 -0.0123
Si 6.8309 1.3707 25.806 -0.0107 -0.0212 0.0239
Si 4.0871 4.107 26.0663 0.0086 -0.0046 0.0041
Si 9.5575 4.0388 26.1007 -0.0213 -0.031 -0.0335
Si 1.2252 6.7137 26.0895 -0.0295 -0.0749 -0.0337
Si 6.8646 6.8476 26.0747 0.0149 0.0424 -0.0299
Si 4.0964 9.479 26.1212 -0.0111 0.0056 -0.0057
Si 9.4733 9.5279 26.0414 -0.004 -0.0018 -0.0184
Si 2.7607 -0.0113 27.4281 0.0112 -0.0014 0.0281
Si 8.1626 0.0518 27.3513 0.014 0.0109 0.007
Si 0.0197 2.6774 27.4188 -0.0029 -0.0055 0.0292
Si 5.4982 2.7018 27.3498 -0.0052 0.0134 0.0099
Si 2.7198 5.465 27.4291 0.007 0.0191 0.0118
Si 8.2382 5.4798 27.4272 0.0003 0.0068 0.0295
Si -0.0665 8.1797 27.4166 -0.0016 0.012 0.0328
Si 5.4884 8.1668 27.4567 0.0009 -0.0273 0.0254
Si 4.1018 1.3673 28.778 0.2942 0.0212 -0.0679
Si 9.5708 1.3673 28.778 -0.1535 -0.1754 -0.0303
Si 1.3673 4.1018 28.778 -0.0434 -0.1913 0.0786
Si 6.8362 4.1018 28.778 0.0321 -0.1017 -0.2844
Si 4.1018 6.8362 28.778 -0.1218 -0.1329 0.2505
Si 9.5708 6.8362 28.778 -0.0868 -0.0327 0.531
Si 1.3673 9.5708 28.778 -0.1505 -0.1213 -0.171
Si 6.8362 9.5708 28.778 0.0582 0.28 -0.0878
Si 0 0 30.1452 -0.1095 -0.0836 -0.0184
Si 5.469 0 30.1452 -0.0128 0.0057 -0.0051
Si 2.7345 2.7345 30.1452 -0.0034 0.0476 -0.0284
Si 8.2035 2.7345 30.1452 0.0203 0.0153 -0.0217
Si 0 5.469 30.1452 -0.0237 0.0013 0.0022
Si 5.469 5.469 30.1452 -0.1095 -0.0565 -0.016
Si 2.7345 8.2035 30.1452 -0.0103 -0.0416 -0.0073
Si 8.2035 8.2035 30.1452 0.0551 0.0122 -0.0013
Si 1.3673 1.3673 31.5125 0.0417 -0.0133 -0.0312
Si 6.8362 1.3673 31.5125 0.0121 -0.005 -0.0331
Si 4.1018 4.1018 31.5125 0.017 -0.0232 -0.0012
Si 9.5708 4.1018 31.5125 -0.0004 0.0015 -0.0213
Si 1.3673 6.8362 31.5125 0.0089 -0.0229 -0.0205
Si 6.8362 6.8362 31.5125 -0.0163 0.0361 -0.0305
Si 4.1018 9.5708 31.5125 -0.0021 0.0401 -0.0224
Si 9.5708 9.5708 31.5125 0.0261 -0.0205 0.006
Si 2.7345 0 0.6835 0.0048 -0.0271 0.0279
Si 8.2035 0 0.6835 -0.0495 0.0509 -0.0002
Si 0 2.7345 0.6835 -0.0073 0.0067 0.0272
Si 5.469 2.7345 0.6835 0.0197 -0.0367 0.0094
Si 2.7345 5.469 0.6835 -0.0137 0.0271 0.0101
Si 8.2035 5.469 0.6835 0.0075 -0.0048 0.0196
Si 0 8.2035 0.6835 0.0007 -0.001 0.0174
Si 5.469 8.2035 0.6835 -0.0451 -0.0079 0.0275
Si 4.1018 1.3673 2.0507 0.0106 0.0799 -0.0151
Si 9.5708 1.3673 2.0507 0.0095 -0.0444 0.0221
Si 1.3673 4.1018 2.0507 0.0959 0.0206 0.0186
Si 6.8362 4.1018 2.0507 -0.0104 0.0138 -0.0002
Si 4.1018 6.8362 2.0507 0.0263 -0.0411 0.0201
Si 9.5708 6.8362 2.0507 0.0192 0.0317 0.0178
Si 1.3673 9.5708 2.0507 -0.0388 0.0008 0.0046
Si 6.8362 9.5708 2.0507 0.1038 0.064 0.0052
Si 0 0 3.418 -0.1733 -0.3193 -0.1455
Si 5.469 0 3.418 0.0149 -0.0435 0.0812
Si 2.7345 2.7345 3.418 0.2685 0.1277 -0.4623
Si 8.2035 2.7345 3.418 0.0454 0.197 -0.0028
Si 0 5.469 3.418 0.0753 0.2425 0.1793
Si 5.469 5.469 3.418 0.019 0.1043 -0.1565
Si 2.7345 8.2035 3.418 -0.2032 -0.0784 0.2246
Si 8.2035 8.2035 3.418 0.1493 0.2455 -0.0106
Si 1.38 1.3677 4.6959 -0.0073 0.0015 -0.0185
Si 6.8491 1.3786 4.7765 0.0119 -0.0021 0.0066
Si 4.0972 4.1203 4.7637 0.0171 0.0003 -0.0223
Si 9.5593 4.1458 4.7904 -0.0065 0.0068 -0.0139
Si 1.3453 6.8596 4.8591 0.0009 -0.0091 0.0078
Si 6.8225 6.8782 4.7627 -0.0057 0.0095 -0.0248
Si 4.0962 9.5638 4.7887 0.0114 -0.0087 -0.0193
Si 9.5959 9.5509 4.8394 -0.0241 -0.0035 -0.0044
Si 2.7327 0.0436 6.0767 0.0107 -0.0155 0.0035
Si 8.2323 0.0617 6.1604 -0.0123 0.011 -0.0092
Si 0.0711 2.7667 6.028 -0.0056 0.0001 0.0135
Si 5.5415 2.8131 6.1068 0.0103 -0.0165 -0.0191
Si 2.7464 5.4738 6.1772 -0.0273 0.0204 -0.0041
Si 8.2664 5.6238 6.1429 0.0375 -0.0141 0.0016
Si 0.0326 8.2235 6.3572 0.0357 -0.0075 -0.0297
Si 5.4504 8.2095 6.1771 -0.0203 0.0095 0.0299
Si 3.9066 1.6512 7.2992 0.0596 -0.021 -0.0684
Si 9.9143 1.2318 7.3686 -0.0341 0.005 -0.0479
Si 1.6247 3.8218 7.4403 -0.0041 0.0081 -0.0437
Si 6.706 4.4499 7.3744 0.0351 -0.0689 -0.016
Si 4.3612 6.5566 7.5037 -0.0118 0.0481 -0.053
Si 9.2609 7.1778 7.7048 0.0061 -0.0335 -0.0162
Si 1.2056 9.9367 7.5365 -0.0083 -0.0052 -0.0028
Si 7.0094 9.4448 7.4327 -0.0368 0.0646 -0.064
O 5.5089 5.4429 7.9126 -0.0164 0.0346 0.0425
O 0.0209 0.0844 7.9293 0.0203 -0.0105 0.0324
O 2.791 2.7286 7.8392 -0.0494 0.0386 0.0433
O 8.1659 8.3845 7.8942 0.0009 -0.0272 0.0277
O 1.3895 9.443 24.5191 0.0141 -0.0222 -0.0174
O 6.7359 4.144 24.3238 0.0187 0.0308 -0.029
O 6.7004 9.5513 24.1813 0.0048 -0.0305 -0.0337
O 1.427 3.9942 24.3006 -0.0185 0.0242 -0.0295
O 6.3377 10.0259 8.8236 -0.0022 -0.008 0.0215
O 0.9614 4.2328 8.8955 -0.0042 0.0026 0.0469
O 1.9489 9.5412 8.9509 0.0119 -0.0046 0.0301
O 7.5734 4.0517 8.7217 0.0128 0.0027 0.0136
O 9.4784 6.7105 9.2989 -0.0044 -0.0074 0.0524
O 4.5197 0.9671 8.6461 -0.0246 -0.0126 0.0413
O 3.7313 7.0475 8.9376 -0.0175 -0.0023 0.0455
O 9.529 2.1499 8.6788 0.0026 0.0139 0.0233
O 4.6392 0.1169 23.3472 -0.0115 0.003 -0.0026
O 8.7945 3.1948 23.0765 0.0274 0.0182 -0.0534
O 10.4458 5.3081 23.2121 -0.0335 -0.0239 -0.0435
O 5.1871 6.0637 23.4273 -0.0071 0.0146 -0.0229
O 8.4547 7.8263 23.2371 0.008 -0.0229 -0.0654
O 3.2989 2.3788 23.32 0.0108 -0.0196 -0.0255
O 2.912 7.4496 23.5778 0.0048 -0.0057 0.0058
O 10.608 0.0523 23.3476 0.0024 0.006 -0.0434
Si -0.4465 9.1338 12.3462 -0.0021 -0.0073 -0.0016
Si 9.0921 2.6764 14.7637 -0.004 0.0065 0.0021
Si 4.1026 12.0646 14.2903 0.0077 -0.002 0.0032
Si -0.0263 11.6 13.6287 -0.0025 0.0009 0.0099
Si 10.3636 4.8566 16.6143 -0.0019 0.0008 0.0047
Si 2.1897 4.806 14.9175 -0.0024 -0.0071 0.0059
Si 11.086 3.7946 19.5047 -0.012 0.0048 0.0023
Si 3.5236 0.9749 22.5051 -0.0106 0.0057 0.0021
Si 2.0641 9.491 10.5773 0.0091 -0.0037 -0.0148
Si 0.1987 -2.9934 20.6216 -0.0079 0.0189 -0.0114
Si 7.3965 2.4687 19.653 -0.003 0.0002 -0.0122
Si 8.1932 2.7136 9.4047 -0.01 -0.0048 -0.0061
Si 4.6272 -0.4273 11.7762 0.0006 0.0072 0.0071
Si 8.7189 6.9597 10.7549 0.0168 -0.0087 -0.0064
Si 1.342 4.2988 10.4806 -0.0029 0.0241 0.0005
Si 4.9933 11.3593 19.8791 -0.0218 0.0096 0.0078
Si 11.5101 -0.2383 22.0052 0.0158 -0.0024 0.0066
Si 3.3868 6.7582 10.5126 -0.0095 -0.0003 -0.0037
Si 9.4224 4.4736 22.2196 -0.02 0.0006 0.0129
Si 3.5157 7.4938 15.398 -0.0011 0.0032 0.0068
Si 4.8069 3.3551 15.9351 0.0003 -0.0028 -0.0009
Si 9.3467 4.1251 11.8613 -0.0095 -0.0069 0.0031
Si -0.7011 1.005 19.3665 0.0049 -0.0122 0.0034
Si 15.6466 0.7793 17.0487 0.0003 -0.0052 0.0063
Si 6.4853 4.839 17.7686 -0.0006 0.0033 -0.0075
Si 0.9351 -1.7479 14.8971 0.0022 -0.0074 0.0116
Si 12.7856 2.6619 12.6529 -0.0002 0.0023 0.0134
Si 2.1953 5.6784 20.5151 0.0061 0.0027 -0.0015
Si 15.1856 6.6576 18.4272 -0.0024 0.0009 -0.0055
Si 6.4904 -2.5872 14.5332 -0.0009 -0.0018 0.0006
Si 5.5754 8.3787 20.5187 0.0015 -0.0125 0.0019
Si 8.3595 7.1242 16.8408 -0.0018 -0.0018 0.0028
Si 5.9659 7.6105 11.6351 -0.0122 -0.0013 0.0102
Si 7.4251 0.1995 15.55 -0.0002 0.0002 0.002
Si 8.3143 7.2193 21.7201 0.0014 -0.0036 0.008
Si 3.9657 6.7225 22.5919 -0.0022 0.0016 0.0035
Si 5.8872 0.5476 9.3953 0.0435 -0.0007 -0.0137
Si 9.7401 -1.2065 17.1782 -0.0001 0.006 0.0006
O 9.5427 7.7406 20.8034 0.0138 0.0036 0.0039
O 6.0211 15.3535 16.2335 -0.0004 0.0021 0.0026
O 11.6259 -1.807 21.6165 -0.0132 -0.011 -0.0029
O 7.2617 14.5695 18.5131 -0.0026 -0.0032 0.0132
O 5.621 9.9968 20.5062 0.0003 0.0042 0.0064
O 8.771 -0.2405 16.3122 0.0013 -0.0045 0.0013
O 7.0883 1.5742 9.1379 -0.0063 -0.004 -0.0043
O 0.9612 -4.3637 21.0654 0.0023 -0.0051 0.0087
O 6.6824 -3.3501 13.0995 0.0031 0.0029 0.0044
O 12.5851 4.2464 19.9833 -0.0012 -0.0039 0.0063
O 0.5285 -2.6882 19.0513 0.0169 -0.0179 0.0052
O 0.5989 9.6954 11.228 -0.0134 -0.0034 0.0043
O -1.4927 8.1539 11.605 0.0107 0.0141 0.0005
O 1.7172 4.0244 13.5653 0.0024 0.0046 0.0021
O 5.2422 9.0486 11.4904 0.0009 -0.0056 -0.0064
O 3.2754 5.5148 21.7246 -0.0131 -0.0057 -0.0073
O 7.1519 7.383 10.5342 -0.0028 0.0006 -0.0087
O 4.2189 0.0958 18.4543 -0.0006 -0.0028 -0.0069
O -0.6036 10.6742 18.3644 -0.005 -0.0008 0.001
O 2.0847 0.2582 22.3334 -0.0167 -0.0073 0.011
O -1.0996 10.5325 12.963 -0.0025 0.0051 -0.0031
O 4.7109 -0.0485 13.3508 -0.0029 0.007 0.0053
O 7.4333 7.5643 15.5855 0.0042 -0.0008 0.0013
O 3.7275 0.4651 15.755 -0.0048 -0.0038 0.0008
O -2.2394 -5.3316 11.6676 0.0009 -0.0095 -0.0029
O 4.6864 13.3401 17.259 0.0005 -0.001 0.0046
O 2.2049 3.0495 11.1073 0.0053 -0.0088 -0.0033
O 2.6026 8.0525 11.083 -0.0034 0.0021 -0.0086
O 9.1346 3.6007 13.3994 0.0024 -0.0076 0.0074
O 5.1317 -3.051 19.0268 -0.005 -0.005 -0.0021
O 9.6592 6.2942 16.3159 -0.0006 0.0001 0
O 5.106 5.2727 18.5502 0.0006 -0.0007 0.0058
O 9.37 3.6757 16.0346 0.0039 0.0029 0.003
O -0.6146 1.6145 14.7941 0.0019 -0.0016 -0.0035
O 6.9807 -11.95 14.5126 0.0017 -0.0003 -0.0036
O 2.3741 8.6371 15.3638 0.0015 -0.0052 -0.0023
O 6.2225 11.2432 16.6518 -0.0017 0.0005 0.0023
O 10.893 4.3312 11.3511 -0.0079 -0.0036 -0.0068
O 14.742 -3.9457 16.9147 -0.0005 0.0033 -0.0064
O 5.6003 0.6025 10.9844 -0.0131 -0.0032 0.0358
O 6.9878 7.7444 20.9629 -0.0193 0.0105 -0.0007
O 7.7638 1.6938 14.8977 0 -0.0017 -0.0041
O 10.1107 14.8583 20.8344 0.0206 -0.0165 -0.0289
O 1.1542 10.7146 14.3342 -0.0042 -0.0019 -0.0057
O 2.3203 5.5668 10.7005 -0.0042 -0.0111 -0.0118
O 13.8236 6.2448 14.5333 -0.0026 0.0001 -0.0038
O 11.822 4.9193 15.8862 0.0013 -0.0004 -0.0021
O 0.2697 8.3631 13.6234 0.0024 0.0023 0.0051
O 4.46 7.8988 21.5955 0.0133 0.0087 -0.0085
O 10.9188 9.1795 16.2053 0.0024 0.0025 -0.0075
O 0.5246 12.6481 12.514 -0.0041 -0.0053 -0.008
O 8.5526 3.0248 10.9484 0.0134 0.0139 0.0216
O 10.7436 0.5616 20.8376 -0.0109 0.0043 -0.0121
O 10.5544 4.6956 18.2416 0.0018 -0.0015 -0.0028
O 8.7193 1.5629 19.4045 -0.006 0.0061 0.0159
O 2.8546 6.4919 19.2558 0.0019 0 0.0015
O 11.1961 -8.6754 18.9506 0.0023 0.0008 0.005
O 6.1731 12.3706 19.4939 0.0125 0.0039 0.0042
O 14.2799 4.017 15.7455 -0.0001 -0.0024 -0.0039
O 8.2869 5.5806 21.7927 -0.0009 0.0036 0.0089
O 4.7692 6.5079 11.3697 0.0148 0.0003 -0.0013
O 4.8971 8.159 14.8618 -0.0037 -0.0048 -0.0008
O -2.0902 8.444 17.6767 -0.0031 -0.0002 0.0006
O 5.1095 13.3343 14.6289 -0.0048 0.0022 -0.0046
O 3.1103 -0.337 11.1664 0.0053 0.0006 -0.004
O 7.4645 -4.8025 17.7737 -0.0019 -0.0007 0.0005
O 4.0663 1.1792 20.9852 0.0205 -0.0095 -0.0217
O 13.8688 1.7493 13.3969 0.0021 -0.0005 -0.003
H 7.3671 3.0782 20.9882 0.0021 -0.0053 -0.0096
H 1.3501 -3.1039 18.7351 -0.0143 0.015 0.007

Results
free energy: -137541.456 eV
free energy less fixed offsets of H -15.97, O -568.88, Si -635.61 eV per atom: -0.816 eV

The program warned: the cutoff lies below the one the program advises for these potential files; the exchange-correlation potential is rough where the density is thin.
